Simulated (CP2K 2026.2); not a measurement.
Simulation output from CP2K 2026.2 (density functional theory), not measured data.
Periodic cell of 534 atoms, Si358O176, from a study of silicon, its oxide and their interface. The atomic structure is a simulated model.
Doubt: the forces sum to 1.49 eV/angstrom along one axis rather than to zero, so they err by at least 0.0028 eV/angstrom per atom on average; the grid cutoff is modest.

Settings
functional: PBE
method: Gaussian and plane waves
basis set: DZVP-MOLOPT-SR-GTH
pseudopotentials: GTH-PBE
grid cutoff: 400 Ry, relative cutoff 50 Ry
k points: Gamma only
occupations: fixed
spin: none
net charge: 0

Cell vectors (angstrom)
a 16.4025 0 0
b 0 16.4025 0
c 0 0 35.4072

Atoms and the computed forces on them: element, x, y, z (angstrom), force x, y, z (eV/angstrom)
Si -0.298 0.051 -0.164 -0.008 -0.101 -0.218
Si 2.569 2.848 -0.044 0.036 -0.02 -0.043
Si 0.471 5.234 -0.194 -0.067 0.257 -0.17
Si 2.848 8.497 0.306 -0.128 0.113 -0.21
Si 0.601 10.559 0.291 -0.066 -0.043 -0.162
Si 3.242 13.113 -0.012 0.126 -0.14 -0.057
Si 5.802 -0.113 -0.268 -0.024 0.024 0.197
Si 8.149 2.978 0.19 -0.058 -0.026 -0.363
Si 5.922 5.156 -0.186 0.109 -0.252 0.098
Si 7.622 8.859 -0.153 0.03 -0.029 0.416
Si 5.488 11.075 0.464 0.009 0.088 -0.306
Si 8.1 14.16 -0.102 0.078 -0.015 0.276
Si 10.362 0.797 0.004 0.154 0.093 -0.131
Si 14.092 2.543 -0.218 -0.219 0.268 0.056
Si 10.829 5.964 -0.322 0.163 -0.268 0.132
Si 13.604 8.685 0.067 0.18 0.179 -0.168
Si 11.173 10.715 0.329 -0.195 -0.098 0.038
Si 13.129 13.479 -0.035 0.126 -0.182 0.298
Si 1.357 1.227 1.182 -0.132 0.145 -0.034
Si 4.21 4.083 1.195 -0.104 0.033 -0.248
Si 1.517 6.812 1.308 0.001 0.047 -0.263
Si 4.167 9.697 1.778 -0.081 -0.014 -0.246
Si 1.586 12.29 1.495 0.015 -0.098 -0.25
Si 4.232 15.021 1.109 0.037 -0.045 -0.229
Si 6.821 1.426 1.332 -0.126 -0.102 -0.259
Si 9.647 4.423 1.227 0.083 0.169 -0.172
Si 6.842 6.94 1.177 -0.059 0.103 -0.308
Si 9.43 9.573 1.375 0.121 0.028 -0.465
Si 7.002 12.548 1.409 0.034 0.091 -0.285
Si 9.552 15.338 1.333 -0.119 -0.02 -0.209
Si 12.276 1.633 1.183 0.113 -0.081 -0.308
Si 15.154 4.185 1.126 0.042 -0.132 -0.089
Si 12.359 6.976 1.174 -0.005 0.112 -0.012
Si 15.192 9.603 1.521 0.073 0.105 -0.24
Si 12.268 12.261 1.7 -0.178 -0.032 -0.215
Si 14.789 14.983 1.145 -0.05 -0.137 -0.313
Si 0.038 2.724 2.56 0.047 0.004 0.049
Si 2.785 -0.068 2.538 0.037 0.023 -0.069
Si 0.099 8.115 2.754 -0.061 -0.033 0.053
Si 2.859 5.447 2.645 0.117 -0.061 0.105
Si -0.034 13.709 2.569 -0.073 -0.083 -0.099
Si 2.777 11.024 3.02 -0.021 0.055 0.323
Si 5.441 2.742 2.667 -0.036 -0.006 0.174
Si 8.19 0.159 2.767 0.02 -0.118 0.155
Si 5.541 8.161 2.79 0.108 -0.135 0.156
Si 8.249 5.656 2.637 -0.11 0.141 0.118
Si 5.538 13.828 2.721 0.067 -0.004 0.042
Si 8.256 11.063 2.758 0.053 0.031 0.065
Si 10.995 2.999 2.606 0.102 0.04 0.153
Si 13.569 0.068 2.564 -0.077 0.113 -0.021
Si 10.934 8.211 2.661 -0.108 0.102 0.079
Si 13.722 5.538 2.531 0.038 -0.121 -0.139
Si 10.881 13.822 2.741 -0.148 0.101 0.003
Si 13.795 10.967 2.883 0.143 -0.057 0.089
Si 1.42 4.078 3.981 -0.019 -0.052 -0.107
Si 4.069 1.35 3.994 0.083 0.024 -0.001
Si 1.38 9.542 4.176 -0.01 0.072 -0.036
Si 4.143 6.806 4.11 0.021 0.016 -0.035
Si 1.371 15.056 3.955 -0.015 0.029 0.024
Si 4.211 12.443 4.176 -0.083 0.006 -0.006
Si 6.867 4.168 3.974 -0.026 0.036 -0.123
Si 9.63 1.558 4.009 -0.019 -0.059 -0.075
Si 6.886 9.634 4.093 0.063 -0.09 -0.077
Si 9.601 6.907 4.107 0.1 -0.1 -0.079
Si 6.869 15.157 4.137 -0.096 0.038 -0.052
Si 9.597 12.409 4.129 -0.123 0.016 0.036
Si 12.398 4.229 4.014 -0.191 -0.019 0.003
Si 15.023 1.392 3.95 -0.006 0.081 -0.11
Si 12.315 9.575 4.087 -0.015 0 -0.11
Si 15.049 6.802 4.043 0.122 0.111 0.03
Si 12.288 15.151 4.061 0.086 -0.022 -0.012
Si 15.14 12.395 4.126 -0.124 -0.057 -0.005
Si 0.006 0.024 10.905 -0.028 0.01 -0.009
Si 2.744 2.749 10.916 0.019 0.008 0.001
Si 0.004 5.464 10.882 0.003 0.02 -0.004
Si 2.747 8.197 10.878 0.003 -0.005 0.001
Si 0.018 10.935 10.883 0.014 -0.017 0.003
Si 2.759 13.684 10.901 -0.012 -0.023 0.01
Si 5.478 0.015 10.908 0.004 -0.024 -0.002
Si 8.201 2.751 10.907 0.022 0.006 0
Si 5.471 5.481 10.909 0.019 0.017 0.004
Si 8.203 8.209 10.905 0.002 0.038 0.015
Si 5.486 10.947 10.882 -0.022 0.029 0.002
Si 8.206 13.694 10.887 0.019 -0.007 0.011
Si 10.932 0.025 10.876 0.002 -0.023 -0.007
Si 13.661 2.746 10.886 0.001 0.01 -0.002
Si 10.935 5.469 10.901 0.038 0.011 0.007
Si 13.671 8.192 10.894 0.02 0.011 0.002
Si 10.925 10.947 10.899 0.036 0.035 0.01
Si 13.671 13.684 10.89 0.029 -0.003 -0.004
Si 1.378 1.379 12.281 -0.004 -0.038 -0.004
Si 4.105 4.119 12.287 -0.033 -0.012 0.007
Si 1.376 6.826 12.243 -0.03 -0.001 -0.005
Si 4.131 9.557 12.234 0 0.039 -0.009
Si 1.404 12.288 12.249 -0.012 0.029 -0.003
Si 4.137 15.029 12.283 -0.001 0.016 0.003
Si 6.839 1.378 12.281 -0.036 -0.011 -0.004
Si 9.56 4.112 12.281 -0.022 -0.027 0.004
Si 6.839 6.843 12.279 -0.019 -0.015 0.016
Si 9.551 9.581 12.274 -0.01 -0.047 0.016
Si 6.851 12.303 12.254 -0.005 -0.021 0
Si 9.567 15.061 12.249 0.022 0.046 -0.019
Si 12.28 1.39 12.248 0.031 -0.01 -0.014
Si 15.023 4.11 12.245 0 -0.024 -0.018
Si 12.299 6.825 12.269 -0.007 0.014 0.008
Si 15.049 9.556 12.244 -0.002 0.029 -0.005
Si 12.293 12.31 12.253 -0.04 -0.034 -0.004
Si 15.039 15.049 12.255 -0.004 -0.022 -0.009
Si -0.013 2.761 13.612 -0.051 0.053 -0.002
Si 2.762 0 13.632 -0.015 0.009 0.005
Si -0.005 8.166 13.611 0.013 -0.003 0.005
Si 2.728 5.489 13.648 0.008 -0.028 0.006
Si 0.03 13.669 13.586 -0.004 -0.034 -0.002
Si 2.774 10.901 13.609 0.005 -0.027 -0.001
Si 5.472 2.744 13.65 0.065 -0.038 0.003
Si 8.204 -0.001 13.643 0.034 -0.077 -0.006
Si 5.479 8.218 13.642 -0.015 -0.005 -0.01
Si 8.186 5.467 13.658 0.009 0.025 -0.03
Si 5.508 13.644 13.654 -0.038 0 0.015
Si 8.167 10.925 13.657 -0.012 0.088 -0.001
Si 10.904 2.723 13.645 0.023 0.023 0.02
Si 13.635 0.008 13.594 -0.011 0.022 -0.003
Si 10.906 8.183 13.619 0.012 0.072 -0.025
Si 13.643 5.433 13.64 0.037 0.003 0.019
Si 10.902 13.668 13.61 0.037 -0.005 -0.001
Si 13.657 10.913 13.591 0.069 -0.004 -0.002
Si 1.331 4.131 15.003 -0.038 -0.012 -0.001
Si 4.107 1.376 15.016 -0.038 -0.031 0.04
Si 1.396 9.52 14.946 -0.022 0.024 0
Si 4.103 6.868 15.001 0.028 0.05 0.015
Si 1.419 14.994 14.974 -0.027 0.016 -0.001
Si 4.173 12.213 15.002 0.018 0.039 0.032
Si 6.826 4.103 15.038 -0.085 -0.012 0.028
Si 9.54 1.364 15.036 -0.007 -0.019 0.075
Si 6.824 9.55 15.069 -0.013 -0.057 0.091
Si 9.545 6.836 15.022 -0.027 -0.026 0.08
Si 6.887 15.001 15.029 0.073 0.142 0.014
Si 9.527 12.314 14.993 0.014 -0.063 0.017
Si 12.255 4.079 15.027 0.004 -0.07 0.032
Si 15.007 1.379 14.932 -0.003 0.003 0.021
Si 12.289 9.535 14.958 -0.071 -0.04 -0.006
Si 15.023 6.794 14.988 0.038 -0.004 0.003
Si 12.258 15.047 14.956 0.011 0.005 0.006
Si 15.038 12.3 14.908 -0.011 -0.008 -0.075
Si 0.02 0.024 16.226 -0.056 0.01 -0.026
Si 2.705 2.776 16.344 0.039 -0.013 -0.061
Si -0.028 5.475 16.427 -0.063 -0.004 0.278
Si 2.732 8.201 16.401 -0.045 -0.048 0.08
Si -0.017 10.888 16.215 0.151 -0.017 0.031
Si 2.801 13.573 16.319 0.003 -0.072 0.025
Si 5.512 -0.011 16.347 0.056 -0.168 -0.082
Si 8.186 2.744 16.433 -0.012 -0.078 -0.031
Si 5.456 5.515 16.369 0.099 -0.003 0.025
Si 8.215 8.193 16.447 -0.014 -0.005 0.059
Si 5.463 10.865 16.514 -0.001 0.057 0.039
Si 8.203 13.615 16.479 -0.055 0.08 0.102
Si 10.855 -0.078 16.389 0.027 0.106 0.116
Si 13.606 2.653 16.357 0.024 0.101 0.203
Si 10.867 5.443 16.404 0.018 0.01 -0.068
Si 13.587 8.096 16.319 0.013 0.111 -0.033
Si 10.916 10.927 16.279 -0.022 0.009 0.109
Si 13.687 13.695 16.238 -0.034 -0.045 0.038
Si 1.39 1.307 17.63 -0.204 0.057 0.016
Si 3.968 4.26 17.69 -0.076 0.098 -0.047
Si 1.351 6.91 17.832 -0.143 0.029 -0.038
Si 4.014 9.515 17.903 0.056 0.024 0.101
Si 1.378 12.168 17.61 -0.076 -0.134 -0.058
Si 4.286 14.851 17.651 0.308 0.061 -0.072
Si 6.753 1.417 17.774 0.026 -0.058 0.038
Si 9.524 4.113 17.838 -0.063 0.027 0.049
Si 6.836 6.798 17.826 -0.079 -0.046 0.024
Si 9.665 9.567 17.766 0.062 0.088 -0.038
Si 6.916 12.173 17.903 0.04 -0.09 -0.099
Si 9.517 15.019 17.898 0.083 -0.08 0.201
Si 12.232 1.252 17.756 0.082 -0.118 -0.098
Si 14.947 4.036 17.745 0.008 -0.089 -0.049
Si 12.244 6.752 17.78 0.083 -0.098 -0.001
Si 14.972 9.54 17.516 -0.044 -0.055 -0.141
Si 12.275 12.357 17.552 -0.14 0.14 -0.047
Si 15.081 15.061 17.557 0.062 0.151 -0.036
Si -0.01 2.628 19.033 0.026 0.022 0.286
Si 2.885 -0.124 18.762 -0.078 -0.048 0.2
Si -0.206 8.296 19.033 -0.007 -0.114 0.229
Si 2.678 5.542 19.28 -0.002 -0.116 0.31
Si 0.087 13.678 18.794 0.024 0.113 0.245
Si 2.463 10.81 19.254 -0.022 0.171 0.375
Si 5.33 2.926 18.967 0.04 -0.017 0.173
Si 7.974 -0.005 19.238 0.071 0.041 0.135
Si 5.435 8.125 19.234 0.066 -0.028 0.186
Si 8.197 5.464 19.32 -0.143 0.09 0.17
Si 5.475 13.434 19.271 -0.121 0.131 0.217
Si 8.403 10.87 19.289 0.146 0.026 0.374
Si 10.856 2.649 19.113 0.047 -0.083 0.052
Si 13.696 -0.159 19.042 -0.093 0.032 0.337
Si 11.048 8.216 19.157 0.039 0.164 0.222
Si 13.483 5.308 19.196 0.228 -0.17 0.242
Si 11.079 13.601 19.174 0.018 0.083 0.354
Si 13.673 10.99 18.761 0.007 -0.025 0.237
Si 0.977 4.28 20.42 -0.198 0.097 -0.366
Si 3.936 1.461 20.106 0.072 -0.17 -0.098
Si 0.429 10.014 20.61 -0.185 -0.152 -0.222
Si 4.218 6.681 20.786 0.021 0.156 -0.043
Si 1.783 14.699 20.078 0.009 -0.021 0.024
Si 3.701 12.321 20.57 -0.123 0.137 -0.127
Si 6.376 4.378 20.534 0.121 0.028 0.044
Si 9.491 1.317 20.492 -0.121 -0.148 0.059
Si 7.138 9.236 20.457 0.059 -0.04 -0.127
Si 9.457 7.139 20.554 -0.129 -0.017 -0.032
Si 6.9 14.756 20.665 0.062 -0.096 -0.17
Si 10.235 11.925 20.642 -0.162 -0.027 -0.374
Si 12.465 3.535 20.584 -0.024 0.065 -0.112
Si 14.849 1.389 20.356 -0.015 -0.001 -0.129
Si 12.499 9.765 20.354 -0.03 0.068 -0.156
Si 15.115 6.575 20.292 -0.036 -0.065 -0.186
Si 12.824 14.587 20.57 0.231 -0.051 -0.349
Si 14.989 12.435 20.021 0.014 0.178 0.124
Si 0.307 -0.008 22.291 -0.107 -0.349 0.003
Si 1.98 2.485 22.443 0.11 0.096 0.278
Si -3.542 6.065 26.856 0.047 0.063 0.165
Si 0.762 6.839 28.124 -0.005 0.105 0.171
Si 1.98 8.951 26.1 -0.063 0.08 0.213
Si 8.018 11.496 27.315 0.103 -0.054 0.09
Si 5.5 0.079 22.455 -0.359 0.099 0.322
Si 7.575 2.356 22.713 0.037 0.281 0.157
Si 3.824 7.864 23.773 0.042 -0.239 0.407
Si 5.215 10.539 22.729 0.06 0.04 -0.059
Si 7.488 11.804 24.226 0.158 -0.15 0.206
Si 9.15 13.819 22.663 -0.151 -0.044 0.196
Si 11.147 -0.277 22.494 0.034 0.221 -0.048
Si 17.128 -1.873 24.641 0.09 -0.071 0.288
Si 10.76 7.126 23.351 -0.017 0.006 0.529
Si 14.11 11.672 27.292 -0.071 0.06 0.095
Si 11.732 10.571 26.186 0.04 0.069 0.07
Si 14.83 8.642 22.329 -0.114 -0.032 0.147
Si 3.548 -0.254 24.902 -0.173 0.029 0.455
Si 4.759 5.448 25.749 -0.069 -0.218 0.084
Si 4.23 6.969 33.377 -0.106 0.194 -0.033
Si 4.413 7.574 30.49 -0.08 0.007 -0.329
Si 1.378 11.383 30.374 -0.036 -0.055 -0.113
Si 4.759 14.325 30.633 0.041 0.03 -0.207
Si 6.763 -0.683 29.143 -0.055 0.084 0.033
Si 11.898 2.692 23.488 0.15 0.127 0.147
Si 13.316 8.123 24.796 -0.165 -0.022 0.328
Si 9.424 9.687 24.435 0.034 -0.011 0.237
Si 8.479 14.204 27.283 0.026 0.066 0.025
Si 13.069 17.497 27.342 0.087 -0.038 0.079
Si 15.661 0.202 26.263 0.042 0.038 -0.065
Si 18.902 5.201 30.06 -0.087 -0.041 -0.112
Si 14.379 2.662 25.246 -0.007 -0.049 0.168
Si 15.165 4.45 27.465 -0.082 -0.17 0.023
Si 16.835 11.792 25.99 0.012 0.121 0.06
Si -4.708 -3.571 30.876 0.229 0.017 -0.326
Si 3.745 2.723 24.972 0.083 -0.011 0.447
Si 0.353 0.063 28.838 0.1 -0.003 -0.162
Si 1.337 6.191 32.522 -0.201 0.118 -0.467
Si 3.123 16.663 30.297 -0.022 0.047 -0.376
Si 3.418 9.867 28.666 -0.135 0.046 0.078
Si 6.63 3.193 25.28 -0.091 0.057 0.267
Si 7.881 1.924 27.872 -0.028 -0.061 -0.043
Si 8.244 8.537 27.011 0.003 -0.071 0.048
Si 10.715 4.815 25.325 0.048 0.011 0.198
Si 5.543 14.496 26.776 -0.142 -0.033 0.007
Si 10.235 16.523 27.392 -0.049 -0.061 0.167
Si 9.073 5.515 30.944 0.09 -0.129 -0.09
Si 11.231 -0.884 30.084 0.114 -0.169 -0.1
Si 12.192 10.227 29.034 0.067 -0.016 0.043
Si 11.63 5.335 32.293 -0.109 0.072 -0.446
Si 14.615 18.543 29.514 -0.002 0.076 -0.091
Si 16.266 13.273 28.519 -0.023 0.055 -0.024
Si 4.412 2.827 30.266 -0.045 0.025 -0.259
Si 4.108 1.469 32.892 0.052 0.042 -0.142
Si 6.029 6.796 28.051 -0.066 -0.083 -0.021
Si 0.162 8.469 30.829 0.005 0.021 -0.222
Si 2.587 13.455 32.368 0.104 -0.158 -0.274
Si 5.368 12.159 28.491 -0.112 0.056 -0.058
Si 7.106 4.247 29.367 -0.098 -0.005 0.157
Si 11.738 0.313 32.631 -0.029 0.111 -0.268
Si 9.197 7.834 32.922 0.153 -0.076 -0.292
Si 10.103 6.132 27.929 0.024 -0.111 0.002
Si 10.516 12.936 33.78 0.108 -0.04 0.052
Si 11.634 8.44 31.438 0.068 -0.133 -0.178
Si 13.302 2.958 32.16 -0.103 -0.126 -0.277
Si 16.383 -1.671 32.526 -0.042 0.096 -0.32
Si 14.283 9.271 32.585 0.069 -0.246 -0.215
Si 13.675 15.008 31.352 -0.12 -0.096 -0.38
Si 15.21 11.939 33.557 0.17 -0.163 0.11
O -0.563 -3.127 32.949 -0.212 0.103 -0.061
O 0.117 -0.645 33.78 -0.085 0.045 0.267
O 3.213 0.482 31.924 -0.158 0.058 0.262
O 3.144 2.208 33.959 -0.177 0.037 0.003
O 1.449 3.95 34.835 0.211 -0.069 0.308
O 0.213 5.863 33.663 -0.028 -0.144 0.511
O 1.111 7.68 31.886 0.251 0.07 0.206
O 3.956 8.042 34.572 -0.075 -0.058 0.267
O 0.025 11.247 34.349 -0.394 -0.014 -0.365
O 1.708 9.498 35.01 -0.055 0.18 0.487
O 2.429 13.378 33.982 0.053 -0.042 0.269
O 4.144 13.93 32.094 0.018 0.134 0.227
O 6.946 -1.229 34.629 0.169 -0.031 0.314
O 5.23 0.618 33.745 0.161 -0.029 0.247
O 9.206 1.899 34.803 0.044 -0.256 0.657
O 7.076 3.993 34.715 -0.206 0.229 0.665
O 3.054 3.68 29.909 -0.251 0.094 0.115
O 5.355 5.87 33.83 -0.061 0.037 0.102
O 8.632 6.872 31.728 -0.315 0.344 0.079
O 8.005 8.634 33.657 0.03 -0.131 0.055
O 6.446 10.021 35.011 0.318 -0.41 0.057
O 4.404 11.969 34.944 0 0.298 0.275
O 10.48 11.452 34.442 0.034 0.103 -0.185
O 9.045 13.623 34.047 -0.055 -0.161 -0.215
O 11 0.191 34.038 -0.128 -0.377 -0.023
O 11.735 -2.589 34.486 0.176 0.219 0.092
O 15.135 1.318 34.818 -0.076 -0.094 0.39
O 13.835 3.165 33.675 0.237 0.183 0.414
O 9.905 7.019 34.183 0.234 0.012 0.148
O 11.776 5.241 33.921 0.113 0.08 0.304
O 14.484 8.545 34.045 0.027 -0.219 0.193
O 11.82 6.825 31.642 -0.136 -0.253 -0.039
O 12.702 9.258 32.305 -0.002 0.378 -0.056
O 12.366 9.735 35.115 0.099 0.061 0.237
O 13.98 12.346 34.526 -0.093 0.107 -0.145
O 13.116 15.817 32.669 0.178 0.021 0.43
O 1.037 3.728 21.991 0.14 -0.066 -0.177
O -0.11 5.491 20.619 0.241 0.024 -0.041
O 5.04 0.703 21.039 0.161 0.049 0.074
O 2.811 2.156 21.084 -0.057 -0.108 -0.256
O -1.364 8.435 31.4 -0.286 0.126 0.039
O -1.705 7.104 21.798 -0.26 0.099 -0.062
O 3.576 7.33 22.226 0.166 -0.332 -0.717
O 2.526 8.305 24.698 0.041 -0.232 -0.34
O 2.701 13.622 21.008 0.078 -0.108 -0.714
O 1.109 15.87 20.994 -0.098 0.238 0.162
O 7.367 11.488 25.824 0.061 -0.12 -0.324
O 4.068 11.414 21.931 0.107 -0.086 0.019
O 5.363 5.537 21.206 -0.018 -0.159 -0.167
O 11.548 1.072 23.363 0.155 -0.257 -0.088
O 10.589 0.2 21.031 -0.088 -0.041 -0.05
O 8.959 2.06 21.905 -0.075 -0.158 -0.464
O 5.976 11.652 23.658 -0.038 -0.011 0.103
O 6.287 9.939 21.669 0.171 -0.002 -0.052
O 10.406 6.633 21.839 0.027 0.039 -0.371
O 8.22 8.128 21.126 -0.061 -0.056 -0.16
O 8.305 14.116 21.284 -0.288 -0.117 -0.068
O 6.027 14.994 22.077 0.094 0.022 -0.272
O 13.994 13.426 20.948 -0.032 0.163 -0.328
O 11.356 10.756 21.019 -0.262 0.028 -0.161
O 11.747 3.561 22.094 -0.18 0.06 -0.136
O 13.741 2.518 20.843 -0.002 0.125 -0.245
O 15.306 0.64 21.781 0.128 0.2 0.032
O 16.556 -1.342 23.214 -0.06 0.241 -0.385
O 10.184 8.649 23.466 -0.074 0.065 -0.367
O 14.612 8.615 23.951 0.063 0.091 -0.422
O 18.418 5.948 28.693 0.173 -0.025 -0.065
O 13.745 7.215 26.1 0.127 0.093 -0.141
O 10.115 12.604 22.161 -0.062 0.048 -0.131
O 12.442 15.211 22.076 0.16 -0.16 -0.111
O 16.343 9.233 22.034 0.08 0.216 -0.019
O 16.03 11.467 20.89 0.147 -0.3 -0.021
O 1.189 1.173 23.001 0.039 -0.072 0.235
O -0.346 -1.275 25.719 0.069 -0.079 0.123
O 4.748 6.215 27.204 0.045 0.308 0.133
O 2.909 3.047 23.637 -0.202 -0.073 -0.468
O -1.167 3.911 25.896 0.234 0.195 -0.041
O -0.214 5.683 27.578 -0.092 -0.163 -0.192
O 0.176 7.772 29.346 -0.195 0.269 -0.027
O -1.022 3.26 28.574 0.126 0.062 0.092
O 1.038 7.837 26.856 0.061 0.017 -0.028
O 3.169 9.235 27.191 0.273 0.067 0.022
O 4.832 10.639 28.532 0.224 0.138 -0.161
O 6.974 12.025 28.439 0.124 0.182 0.105
O 6.78 0.949 22.964 0.201 -0.103 -0.155
O 4.191 0.018 23.426 0.045 -0.118 -0.263
O 7.849 3.009 24.208 0.184 0.031 -0.33
O 6.725 3.441 21.848 -0.001 0.023 0.059
O 4.668 9.275 23.629 0.18 0.097 -0.264
O 4.494 6.575 24.582 0.178 0.028 -0.097
O 8.168 13.25 23.858 0.197 0.256 -0.126
O 8.417 10.62 23.571 0.103 -0.028 -0.117
O 9.142 12.698 27.32 -0.13 0.126 -0.168
O 8.574 8.726 25.441 0.026 -0.075 -0.227
O 9.999 15.143 23.18 -0.007 0.087 0.2
O 10.392 10.742 25.269 0.007 0.061 -0.242
O 6.871 2.377 26.673 0.121 0.012 -0.125
O 11.712 0.388 26.828 0.068 0.115 -0.279
O 14.262 0.006 27.088 -0.015 -0.083 0.047
O 15.4 1.358 25.121 0.119 0.082 -0.098
O 12.338 7.299 23.763 0 -0.152 -0.171
O 13.506 2.881 23.888 0.08 -0.055 -0.11
O 15.28 11.283 26.205 -0.113 -0.034 0.088
O 13.727 5.117 27.833 -0.122 -0.055 0.149
O 12.576 9.415 25.434 -0.042 -0.01 -0.265
O 13.611 9.453 21.556 -0.036 -0.254 0.018
O 17.097 12.881 24.758 -0.033 -0.014 -0.141
O 3.262 1.247 25.579 0.185 -0.155 -0.185
O 3.697 4.155 25.827 -0.055 0.143 -0.194
O 5.661 3.542 29.528 -0.045 -0.148 -0.271
O 6.255 4.777 25.52 0.016 -0.148 -0.199
O 7.007 5.532 28.371 0.076 -0.041 -0.172
O 2.815 6.17 33.2 0.041 -0.378 0.021
O 6.736 7.936 27.134 -0.204 0.271 -0.157
O 3.438 8.726 29.844 0.035 -0.2 0.003
O 2.302 10.97 29.09 -0.071 0.311 -0.041
O 0.252 12.458 29.879 -0.084 0.082 0.221
O 4.665 15.242 25.659 0.256 0.127 -0.177
O 4.867 13.052 27.195 -0.129 -0.126 0.118
O 7.241 0.863 28.948 -0.166 -0.033 0.013
O 5.314 2.504 24.608 0.118 -0.022 -0.375
O 9.884 4.947 26.768 -0.008 -0.142 -0.069
O 10.114 6.005 24.364 -0.244 -0.032 -0.287
O 8.428 9.987 27.745 0.185 0.178 0.074
O 11.653 6.644 27.781 -0.113 0.044 0.022
O 12.723 11.882 26.404 -0.161 0.106 -0.177
O 11.252 10.137 27.696 -0.242 0.123 -0.021
O 7.12 14.293 26.338 0.163 -0.189 -0.227
O 8.02 14.737 28.774 0.249 0.088 0.018
O 13.155 18.139 28.847 -0.141 -0.154 0.077
O 9.226 17.769 27.158 0.053 0.101 -0.263
O 13.176 -2.974 31.328 0.214 0.194 -0.002
O 13.241 2.37 26.37 -0.122 0.187 0.081
O 12.106 1.841 32.203 0.007 0.007 0.078
O 16.854 0.645 27.301 -0.021 0.145 -0.096
O 10.825 3.365 24.563 -0.031 -0.201 0.095
O 17.689 10.414 25.782 0.183 -0.032 -0.045
O 13.72 10.505 28.425 -0.103 -0.088 0.151
O 21.137 7.839 32.066 0.186 0.027 0.161
O 16.538 14.852 28.754 0.121 -0.147 0.217
O 18.607 15.215 24.869 0.084 0.066 -0.134
O -0.876 0.809 29.568 -0.271 0.056 0.336
O -1.958 2.586 31.065 -0.022 -0.026 0.109
O 6.119 -1.122 30.604 0.098 -0.097 -0.045
O 8.217 3.243 28.74 0.003 0.07 0.146
O 1.332 5.173 31.221 -0.238 -0.095 0.259
O 4.153 1.347 29.618 0.102 -0.116 -0.027
O 5.69 7.498 29.484 -0.03 0.03 0.225
O 3.554 15.15 29.891 -0.134 0.072 0.165
O 1.461 14.544 31.858 0.068 -0.028 0.186
O 2.276 12.042 31.576 0.207 0.197 -0.004
O 0.653 10.013 30.841 0.067 -0.034 -0.108
O 4.723 2.618 31.871 0.172 0.049 0.334
O 5.56 -0.919 28.065 0.127 0.202 0.024
O 10.761 -3.711 32.191 -0.342 0.224 0.459
O 10.95 -2.484 29.891 0.015 0.156 0.118
O 9.222 7.462 27.692 -0.043 0.157 0.162
O 3.778 6.081 30.528 0.107 -0.088 0.106
O 7.687 4.673 30.821 0.188 0.099 -0.006
O 9.777 5.674 29.463 -0.17 -0.177 0
O 9.637 15.184 26.695 0.019 -0.121 0.04
O 5.001 12.919 29.871 -0.034 -0.01 0.057
O 11.891 8.85 29.87 0.008 -0.004 -0.043
O 10.195 8.847 32.098 -0.271 0.139 0.34
O 12.739 4.383 31.614 0.015 -0.025 0.204
O 10.719 -0.341 31.533 0.074 0.087 0.247
O 15.288 -1.22 31.378 0.073 -0.095 0.289
O 12.889 -0.714 30.061 -0.124 -0.215 0.207
O 14.684 12.981 28.118 -0.062 -0.197 -0.08
O 12.273 5.135 25.662 0.163 0.073 -0.238
O 10.15 4.752 31.897 0.147 0.012 -0.053
O 18.056 16.89 29.683 -0.078 0.169 0.005
O 10.419 16.366 28.998 -0.078 0.174 0.245
O 17.216 12.677 27.322 0.192 0.043 -0.133
O 11.824 11.447 30.052 -0.18 0.187 0.324
O 14.709 10.84 32.475 -0.159 0.072 -0.115
Si 0.01 0.035 5.347 0 0.012 -0.096
Si 2.74 2.72 5.392 -0.027 0.013 -0.033
Si 0.04 5.438 5.385 -0.03 -0.035 -0.066
Si 2.779 8.185 5.475 0.012 -0.031 0.048
Si 0.029 10.965 5.488 -0.012 -0.035 0.071
Si 2.732 13.758 5.441 0.014 -0.043 -0.03
Si 5.452 0.085 5.448 0.028 -0.045 -0.033
Si 8.22 2.834 5.396 0.055 0.052 0.003
Si 5.518 5.453 5.44 -0.035 0.031 -0.02
Si 8.238 8.266 5.467 0.083 0.112 -0.018
Si 5.523 10.986 5.475 0.002 0.004 0.05
Si 8.212 13.746 5.48 -0.028 -0.053 -0.007
Si 10.937 0.126 5.408 0.017 0.009 -0.022
Si 13.701 2.779 5.367 0.023 -0.055 -0.07
Si 10.982 5.514 5.424 0.006 0.065 -0.03
Si 13.692 8.197 5.431 -0.038 -0.063 -0.058
Si 10.968 10.983 5.444 0.089 0.084 -0.008
Si 13.682 13.748 5.414 0.063 0.063 0.001
Si 1.364 1.378 6.765 -0.011 0.024 0.003
Si 4.117 4.086 6.775 0.045 -0.035 -0.001
Si 1.381 6.811 6.791 0.005 0.049 -0.008
Si 4.137 9.593 6.809 -0.021 0.027 -0.003
Si 1.401 12.351 6.817 0.063 -0.086 -0.008
Si 4.1 15.108 6.812 -0.06 0.055 0.043
Si 6.854 1.447 6.776 -0.043 -0.004 -0.007
Si 9.596 4.158 6.785 0 -0.048 0.005
Si 6.866 6.857 6.797 -0.024 -0.013 -0.005
Si 9.609 9.618 6.826 -0.063 -0.013 -0.009
Si 6.871 12.354 6.84 0.02 -0.04 0.018
Si 9.597 15.127 6.794 -0.037 0.009 -0.001
Si 12.333 1.441 6.775 -0.042 -0.002 0.008
Si 15.066 4.104 6.768 0.055 -0.021 0.039
Si 12.329 6.855 6.812 -0.004 0.023 0.031
Si 15.041 9.581 6.808 -0.028 0.093 -0.024
Si 12.339 12.355 6.796 -0.012 -0.066 -0.037
Si 15.064 15.096 6.774 -0.037 -0.027 -0.008
Si 0.011 2.739 8.15 -0.02 -0.007 -0.012
Si 2.725 0.045 8.176 0.043 -0.026 0.007
Si 0.014 8.198 8.151 0.017 0 -0.003
Si 2.752 5.45 8.153 -0.023 0.001 -0.009
Si 0.011 13.712 8.164 -0.014 -0.004 -0.007
Si 2.761 10.961 8.166 -0.008 0.016 0.011
Si 5.479 2.76 8.174 0.015 0.024 0.013
Si 8.203 0.062 8.152 0.025 -0.023 -0.003
Si 5.491 8.211 8.165 0.017 0.038 0.004
Si 8.224 5.497 8.172 0.03 0.04 0.005
Si 5.471 13.719 8.166 -0.04 -0.069 -0.018
Si 8.23 10.97 8.187 0.019 0.035 0.007
Si 10.947 2.776 8.15 -0.011 -0.01 -0.002
Si 13.685 0.048 8.143 0.052 0.009 -0.004
Si 10.957 8.221 8.177 0.059 0.048 0
Si 13.695 5.468 8.149 -0.024 0.018 -0.011
Si 10.954 13.722 8.147 0.029 0.007 0.006
Si 13.678 10.959 8.169 0.004 -0.012 0.03
Si 1.38 4.095 9.526 0 -0.014 -0.011
Si 4.111 1.391 9.545 -0.022 -0.007 0.004
Si 1.387 9.572 9.511 -0.01 0.029 0.002
Si 4.115 6.831 9.515 -0.019 0.005 0.001
Si 1.38 15.063 9.546 0.003 -0.002 -0.006
Si 4.124 12.329 9.528 0.009 -0.007 0.011
Si 6.846 4.128 9.538 -0.028 -0.015 -0.005
Si 9.575 1.411 9.521 0.003 -0.011 0
Si 6.857 9.582 9.528 0.002 -0.013 0.004
Si 9.584 6.856 9.542 -0.022 -0.001 0.005
Si 6.848 15.078 9.523 -0.019 0.016 -0.005
Si 9.594 12.346 9.528 -0.02 -0.027 0.009
Si 12.312 4.123 9.522 0.001 -0.007 -0.004
Si 15.047 1.39 9.53 -0.01 -0.013 -0.016
Si 12.313 9.588 9.543 -0.031 0.004 0.007
Si 15.048 6.837 9.52 0.001 0.013 -0.004
Si 12.323 15.075 9.517 -0.002 -0.011 -0.012
Si 15.053 12.324 9.528 -0.003 -0.018 -0.002

Results
total energy: -115457.252 eV
total energy less fixed offsets of O -438.04, Si -107.15 eV per atom: -2.512 eV
